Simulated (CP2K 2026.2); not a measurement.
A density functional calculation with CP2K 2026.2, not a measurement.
Periodic cell of 534 atoms, Si358O176, from a study of silicon, its oxide and their interface. The atomic structure is a simulated model.
Doubt: the forces sum to 1.15 eV/angstrom along one axis rather than to zero, so they err by at least 0.0022 eV/angstrom per atom on average; the grid cutoff is modest.

Settings
functional: PBE
method: Gaussian and plane waves
basis set: DZVP-MOLOPT-SR-GTH
pseudopotentials: GTH-PBE
grid cutoff: 350 Ry, relative cutoff 50 Ry
k points: Gamma only
occupations: fixed
spin: none
net charge: 0

Cell vectors (angstrom)
a 16.4025 0 0
b 0 16.4025 0
c 0 0 35.4968

Atoms and the computed forces on them: element, x, y, z (angstrom), force x, y, z (eV/angstrom)
Si 0.53 16.324 0.024 0.138 0.233 0.469
Si 2.367 3.261 0.003 0.016 0.03 0.124
Si 0.13 5.43 35.487 -0.007 0.009 0.097
Si 3.159 7.705 35.489 0.151 0.046 -0.208
Si 15.85 11.498 0.073 -0.026 0.033 -0.144
Si 2.332 13.649 0.106 -0.144 -0.301 0.097
Si 5.213 16.391 0.434 0.098 -0.111 0.04
Si 7.474 3.24 35.289 0.027 0.148 -0.008
Si 5.422 5.564 0.26 -0.072 0.011 -0.209
Si 7.992 8.713 35.274 0.091 -0.191 -0.064
Si 5.547 10.768 0.021 -0.24 -0.037 -0.126
Si 8.635 13.223 35.259 0.102 -0.224 0.56
Si 11.379 15.57 35.437 0.075 0.152 0.213
Si 13.454 2.847 35.397 0.004 0.043 0.129
Si 11.167 5.102 35.3 -0.068 0.019 -0.019
Si 13.142 8.638 35.208 -0.131 0.115 0.245
Si 10.956 10.998 0.121 0.13 0.036 -0.02
Si 13.736 13.685 0.508 -0.034 -0.048 -0.282
Si 1.408 1.553 1.478 0.078 -0.019 -0.246
Si 4.001 4.21 1.491 -0.216 -0.197 -0.284
Si 1.392 6.852 1.365 0.023 -0.02 -0.143
Si 4.049 9.514 1.332 -0.036 -0.19 -0.124
Si 1.179 12.242 1.544 -0.04 -0.107 -0.14
Si 3.988 14.788 1.518 -0.057 0.111 -0.169
Si 6.65 1.582 1.371 -0.123 -0.047 -0.141
Si 9.422 4.053 1.096 -0.01 0.034 -0.104
Si 6.97 6.954 1.28 0.03 0.267 -0.226
Si 9.536 9.612 1.35 -0.082 0.014 -0.077
Si 6.89 12.273 1.232 0.184 0.113 -0.175
Si 9.581 14.839 1.299 0.075 0 -0.172
Si 12.226 1.222 1.157 -0.06 -0.141 -0.325
Si 14.976 4.116 1.251 0.028 0.053 -0.179
Si 12.193 6.878 1.105 -0.008 -0.088 -0.105
Si 14.841 9.624 1.155 -0.01 0.152 -0.122
Si 12.275 12.267 1.623 -0.122 0.018 -0.202
Si 15.129 15.25 1.482 0.094 -0.047 -0.364
Si 16.3 2.802 2.75 -0.021 -0.018 -0.044
Si 2.722 16.402 2.782 -0.154 -0.074 0.023
Si 16.327 8.278 2.566 -0.022 0.039 -0.162
Si 2.65 5.531 2.832 -0.059 -0.021 0.234
Si 16.353 13.737 2.854 0.217 0.247 0.176
Si 2.638 10.824 2.729 0.051 0.051 -0.098
Si 5.353 2.821 2.828 -0.015 0.01 0.13
Si 8.156 0.041 2.539 0.067 -0.151 -0.114
Si 5.496 8.219 2.703 0.155 0.164 0.057
Si 8.249 5.494 2.616 0.023 -0.056 -0.043
Si 5.507 13.543 2.735 0.016 -0.088 -0.077
Si 8.17 10.942 2.73 -0.12 0.004 -0.016
Si 10.795 2.632 2.501 0.06 0.021 -0.029
Si 13.614 0.098 2.73 0.034 0.053 -0.016
Si 10.86 8.139 2.631 0.069 -0.068 -0.048
Si 13.605 5.537 2.555 -0.045 0.053 -0.004
Si 10.865 13.642 2.853 -0.099 -0.031 0.151
Si 13.648 10.846 2.808 0.025 -0.049 0.123
Si 1.288 4.125 4.142 0.055 0.016 0.041
Si 4.065 1.37 4.16 0.121 -0.081 0.059
Si 1.267 9.524 4.087 0.008 0.029 0.135
Si 4.118 6.867 4.113 -0.054 0.043 -0.017
Si 1.35 15.081 4.196 -0.06 0.002 -0.045
Si 4.072 12.211 4.065 0.089 -0.06 0.122
Si 6.831 4.188 4.048 -0.013 -0.023 0.065
Si 9.518 1.328 4.001 0.015 0.053 0.075
Si 6.822 9.577 4.122 -0.072 -0.064 -0.062
Si 9.56 6.805 4.065 -0.036 0.01 0.114
Si 6.832 15.045 4.004 -0.024 0.069 0.027
Si 9.506 12.264 4.171 0.01 0.098 0.032
Si 12.219 4.087 3.899 -0.056 -0.005 -0.109
Si 14.971 1.423 4.122 -0.052 0.06 0.15
Si 12.219 9.482 4.084 0.116 0.007 0.005
Si 14.994 6.866 3.971 -0.06 -0.066 0.059
Si 12.29 15.065 4.099 -0.073 0.009 0.036
Si 14.985 12.299 4.154 -0.004 -0.001 -0.06
Si 0.004 0.01 10.904 0.025 -0.003 -0.064
Si 2.757 2.743 10.901 -0.007 -0.031 -0.065
Si 0.003 5.476 10.914 0.013 0.003 -0.079
Si 2.744 8.198 10.914 0.013 -0.004 -0.07
Si 16.396 10.931 10.901 0.009 0.005 -0.064
Si 2.742 13.675 10.912 -0.022 0.005 -0.059
Si 5.492 0.015 10.91 -0.01 -0.009 -0.071
Si 8.219 2.75 10.924 -0.008 -0.003 -0.069
Si 5.5 5.47 10.913 -0.011 -0.024 -0.067
Si 8.221 8.189 10.925 0.01 -0.02 -0.065
Si 5.486 10.927 10.924 0.019 -0.013 -0.069
Si 8.212 13.671 10.912 -0.013 0.008 -0.065
Si 10.941 0.008 10.913 0.003 -0.014 -0.07
Si 13.664 2.748 10.934 -0.001 -0.032 -0.064
Si 10.932 5.463 10.945 -0.002 0.004 -0.057
Si 13.66 8.2 10.915 0.015 0.008 -0.06
Si 10.934 10.919 10.909 -0.003 -0.001 -0.059
Si 13.661 13.666 10.897 0.025 -0.001 -0.062
Si 1.398 1.367 12.265 -0.017 0.008 0.013
Si 4.144 4.099 12.276 0.002 0.019 0.029
Si 1.379 6.833 12.276 -0.019 -0.023 0.036
Si 4.13 9.548 12.282 -0.03 0.011 0.036
Si 1.373 12.29 12.255 0.001 0.012 0.024
Si 4.134 15.037 12.265 0.007 0.023 0.028
Si 6.868 1.373 12.282 -0.021 -0.004 0.035
Si 9.573 4.103 12.324 -0.007 -0.018 0.036
Si 6.873 6.815 12.305 -0.023 0.032 0.025
Si 9.593 9.55 12.3 -0.017 0.025 0.034
Si 6.864 12.291 12.282 -0.016 0.01 0.034
Si 9.588 15.033 12.273 0.012 0.003 0.044
Si 12.303 1.369 12.292 0.002 0.005 0.035
Si 15.045 4.12 12.29 0.047 0.005 0.028
Si 12.304 6.84 12.296 0.025 0.009 0.023
Si 15.036 9.564 12.269 -0.004 0.01 0.031
Si 12.307 12.285 12.271 0.007 0.012 0.03
Si 15.031 15.036 12.259 0.009 -0.015 0.014
Si 0.034 2.741 13.62 0.002 -0.022 -0.025
Si 2.792 0.015 13.63 0.012 -0.033 0.001
Si 0.01 8.206 13.63 -0.004 -0.008 -0.045
Si 2.775 5.475 13.623 0.023 0.009 -0.045
Si 16.397 13.651 13.604 0.014 0.028 -0.031
Si 2.754 10.93 13.615 0.005 0.005 -0.04
Si 5.536 2.757 13.656 -0.025 -0.031 -0.02
Si 8.24 0.004 13.642 -0.004 0.016 -0.056
Si 5.511 8.191 13.659 0.017 -0.031 -0.034
Si 8.233 5.473 13.723 -0.006 -0.005 0.01
Si 5.494 13.661 13.632 -0.005 0.029 -0.026
Si 8.243 10.937 13.657 -0.014 -0.041 -0.04
Si 10.951 2.733 13.676 0.029 -0.032 -0.045
Si 13.674 16.398 13.646 0.004 -0.012 -0.007
Si 10.952 8.188 13.694 0.018 -0.019 -0.009
Si 13.69 5.502 13.661 -0.042 0.014 -0.036
Si 10.953 13.663 13.638 -0.011 0.023 -0.049
Si 13.664 10.908 13.644 0.039 -0.004 -0.046
Si 1.43 4.093 14.975 -0.039 0.005 0.057
Si 4.186 1.38 15.007 0.069 0.008 -0.008
Si 1.397 9.56 14.973 0.034 0.026 0.038
Si 4.139 6.82 15.014 -0.022 -0.029 0.056
Si 1.404 15.006 14.925 0.012 -0.014 0.005
Si 4.121 12.286 14.986 -0.024 -0.055 0.033
Si 6.885 4.084 15.101 -0.01 -0.023 0.096
Si 9.599 1.347 15.044 -0.016 -0.033 0.073
Si 6.886 9.564 15.02 0.011 0.017 0.027
Si 9.609 6.838 15.111 0.012 0.023 0.049
Si 6.894 15.011 14.979 -0.081 -0.014 0.02
Si 9.627 12.288 15.027 0.041 0.034 0.081
Si 12.326 4.127 15.008 0.01 0.011 0.034
Si 15.063 1.377 14.976 0.039 0.061 -0.018
Si 12.336 9.54 15.061 -0.023 0.006 0.06
Si 15.048 6.884 15.033 0.079 0.018 0.042
Si 12.304 15.024 15.018 -0.016 0.015 0.002
Si 15.028 12.289 14.98 -0.026 -0.023 0.037
Si 0.069 16.39 16.262 -0.01 -0.049 -0.087
Si 2.829 2.761 16.363 0.031 0.059 -0.055
Si 0.07 5.497 16.296 0.022 -0.062 0.037
Si 2.794 8.236 16.345 -0.031 0.006 -0.015
Si 0.007 10.913 16.313 0.058 -0.002 0.01
Si 2.717 13.628 16.33 -0.021 0.097 0.136
Si 5.576 16.392 16.344 0.036 0.004 0.101
Si 8.303 2.713 16.478 -0.051 0.048 -0.046
Si 5.463 5.452 16.442 -0.003 0.098 -0.052
Si 8.249 8.258 16.458 -0.029 -0.006 0.067
Si 5.504 10.933 16.356 -0.054 -0.015 -0.007
Si 8.243 13.652 16.367 0.081 0.025 -0.007
Si 10.938 16.362 16.425 0.047 0.065 0.062
Si 13.716 2.775 16.334 -0.046 -0.074 0.121
Si 11.013 5.452 16.467 0.038 -0.033 -0.031
Si 13.71 8.226 16.497 -0.052 -0.021 0.146
Si 11.001 10.932 16.426 -0.081 -0.032 -0.039
Si 13.65 13.627 16.361 0.095 -0.079 -0.035
Si 1.49 1.297 17.603 0.114 -0.155 -0.052
Si 4.115 4.089 17.872 -0.039 -0.062 0.245
Si 1.42 6.862 17.665 0.17 -0.022 0.034
Si 4.13 9.61 17.747 0.01 -0.067 -0.061
Si 1.314 12.25 17.725 -0.045 0.025 -0.032
Si 4.137 15.019 17.621 -0.069 -0.026 -0.219
Si 6.991 1.258 17.814 -0.083 -0.217 0.101
Si 9.689 4.081 17.882 0.109 -0.207 0.025
Si 6.817 6.88 17.762 -0.101 0.097 -0.099
Si 9.625 9.658 17.866 0.059 0.013 0.042
Si 6.872 12.294 17.712 0.006 -0.043 -0.096
Si 9.608 14.924 17.825 -0.047 0.001 -0.029
Si 12.346 1.399 17.706 0.005 0.181 -0.083
Si 15.153 4.124 17.674 -0.027 0.041 -0.22
Si 12.385 6.778 17.891 0.115 0.071 0.055
Si 15.113 9.675 17.838 -0.015 0.079 0.07
Si 12.377 12.248 17.843 0.063 -0.001 0.057
Si 15.098 15.012 17.571 0.006 0.129 -0.09
Si 0.124 2.646 18.853 -0.26 0.187 0.263
Si 2.801 16.349 19.016 -0.017 0.003 0.134
Si 0.096 8.199 19.054 0.083 -0.088 0.251
Si 2.675 5.58 19.204 -0.163 0.14 0.218
Si 16.299 13.667 19.029 -0.007 -0.002 0.211
Si 2.735 10.95 19.098 -0.004 -0.145 0.279
Si 5.552 2.576 19.135 0.018 0.032 0.015
Si 8.388 16.28 19.328 -0.082 0.107 0.212
Si 5.469 8.276 19.176 0.105 0.022 0.15
Si 8.222 5.519 19.046 0.042 0.033 0.078
Si 5.51 13.691 18.962 -0.055 0.088 0.144
Si 8.18 11.076 19.229 0.017 -0.1 0.099
Si 11.141 2.713 19.317 -0.074 -0.071 0.175
Si 13.758 16.363 18.882 0.038 0.122 0.197
Si 11.042 8.261 19.219 -0.009 0.033 0.116
Si 13.93 5.418 19.23 -0.062 0.042 0.341
Si 10.95 13.528 19.205 -0.213 -0.028 0.26
Si 13.843 11.107 19.363 -0.067 -0.046 0.218
Si 1.148 4.067 20.393 0.432 -0.493 0.135
Si 4.38 0.952 20.452 -0.194 0.089 0.277
Si 1.611 9.323 20.432 -0.065 0.219 -0.052
Si 3.94 7.178 20.605 -0.127 0.118 -0.014
Si 1.603 14.705 20.204 -0.02 0.11 0.292
Si 3.953 12.583 20.291 -0.012 -0.056 0.306
Si 6.998 3.998 20.328 -0.001 0.018 -0.11
Si 10.198 0.914 20.673 0.15 -0.258 -0.251
Si 7.054 9.461 20.544 -0.115 -0.011 0.036
Si 9.272 7.158 20.373 0.125 -0.071 0.262
Si 6.613 15.103 20.481 0.005 0.126 -0.056
Si 9.56 12.249 20.806 0.187 0.164 -0.439
Si 12.958 3.741 20.611 -0.052 0.041 0.144
Si 15.025 1.456 20.179 0.064 -0.347 -0.057
Si 12.807 9.323 20.518 0.002 -0.165 -0.249
Si 15.105 7.056 20.599 0.049 0.049 -0.251
Si 12.349 15.08 20.227 -0.022 0.169 0.075
Si 14.687 13.091 20.796 0.405 0.038 -0.04
Si 0.069 14.38 22.888 0.182 -0.029 0.242
Si 5.642 3.96 26.692 -0.043 -0.076 0.158
Si 16.238 0.737 22.998 -0.041 -0.118 0.139
Si 1.402 10.169 23.213 0.06 -0.033 0.377
Si 1.813 8.04 25.088 0.085 -0.005 0.215
Si 0.067 12.756 27.611 0.171 -0.194 0.141
Si 3.017 0.581 23.249 0.089 -0.069 0.234
Si 7.064 3.766 24.294 -0.223 -0.123 0.354
Si 6.331 16.37 29.815 -0.077 0.134 -0.259
Si 7.792 13.567 22.972 -0.111 0.08 0.277
Si 7.384 9.052 26.185 -0.062 -0.056 0.134
Si 9.336 11.282 27.174 -0.123 -0.049 0.052
Si 9.255 3.024 22.506 -0.182 0.047 0.208
Si 9.264 6.71 26.058 0.073 0.064 0.216
Si 10.312 7.073 23.239 0.012 -0.098 0.232
Si 0.202 6.216 23.345 0.001 -0.022 0.291
Si 7.207 15.334 25.488 -0.187 0.17 0.164
Si 6.538 10.651 23.549 -0.173 -0.125 0.204
Si 16.366 3.519 23.252 0.072 0.027 0.245
Si 5.262 5.32 22.537 0.282 -0.033 0.262
Si 3.367 5.911 26.522 0.034 -0.016 0.029
Si 8.502 11.145 29.999 -0.09 -0.056 -0.129
Si 0.303 10.278 25.984 0.069 -0.021 0.196
Si 2.686 14.3 24.393 -0.049 0.181 0.066
Si 5.293 1.545 25.051 0.032 -0.038 0.207
Si 2.51 4.367 22.799 -0.159 -0.194 0.226
Si 3.947 11.874 23.227 -0.096 0.034 0.235
Si 6.844 12.929 27.081 -0.047 0.009 -0.084
Si 11.864 4.672 23.293 0 0.093 0.244
Si 12.223 4.103 26.427 -0.083 0.129 0.179
Si 0.274 1.476 27.704 0.209 0.033 0.029
Si 10.979 10.131 22.642 -0.032 -0.029 0.354
Si 9.478 15.625 27.721 -0.232 0.074 -0.213
Si 11.803 11.377 25.195 0.107 -0.021 0.083
Si 13.836 1.626 27.486 -0.014 0.062 -0.015
Si 1.332 4.292 27.445 -0.086 -0.102 -0.063
Si 1.893 15.289 27.239 0.136 -0.129 -0.046
Si 2.934 5.264 29.401 0.151 0.02 0.072
Si 15.184 1.983 30.217 0.065 0.058 -0.279
Si 7.031 15.292 33.697 -0.17 -0.006 0.074
Si 4.573 15.905 31.938 0.148 0.059 -0.378
Si 9.705 4.28 28.029 -0.186 -0.021 -0.079
Si 2.745 9.103 32.741 0.115 -0.135 -0.274
Si 10.573 6.596 29.82 -0.061 0.186 -0.3
Si 3.879 11.609 29.89 -0.077 -0.001 -0.122
Si 5.913 10.416 28.178 -0.164 -0.112 0.008
Si 14.377 4.86 30.882 0.178 0.08 -0.326
Si 11.876 3.362 31.034 -0.014 0.025 -0.32
Si 13.465 12.688 26.972 -0.01 -0.03 -0.069
Si 12.025 7.187 27.329 -0.044 -0.073 -0.079
Si 11.027 0.195 32.794 -0.071 -0.023 -0.295
Si 0.75 11.621 30.417 0.082 -0.07 -0.199
Si 0.249 6.271 29.387 0.11 0.008 -0.173
Si 4.057 14.623 29.346 0.088 -0.067 -0.091
Si 1.358 11.906 33.236 -0.044 0.12 -0.114
Si 5.118 10.678 32.562 -0.237 -0.173 -0.306
Si 2.813 0.973 33.915 0.03 0.144 -0.033
Si 5.791 4.713 29.816 -0.121 -0.006 -0.192
Si 7.901 6.756 30.83 -0.048 0.035 -0.293
Si 12.252 15.469 27.731 0.102 -0.091 -0.059
Si 7.92 9.391 32.259 -0.062 -0.23 -0.16
Si 7.705 2.52 29.889 -0.098 0.134 -0.316
Si 8.56 1.584 32.801 -0.061 0.111 -0.191
Si 8.002 13.936 29.663 -0.071 0.014 -0.037
Si 10.193 5.528 32.329 -0.04 0.055 -0.332
Si 13.743 1.524 32.701 -0.108 0.027 -0.318
Si 13.614 9.81 26.662 0.063 -0.107 -0.009
Si 14.929 6.969 33.104 0.138 -0.008 -0.079
Si 10.918 0.544 29.864 -0.129 0.085 -0.159
Si 0.347 8.631 30.977 0.077 0.122 -0.373
O 1.207 14.838 0.1 -0.123 0.428 -0.305
O 12.879 2.778 32.159 0.143 0.148 0.072
O 1.252 4.352 34.897 0.268 -0.114 0.184
O 2.877 2.602 34.058 0.183 -0.099 0.021
O 15.161 5.881 29.893 -0.24 0.175 0.159
O 15.93 6.343 34.243 -0.049 -0.166 0.173
O 2.459 8.255 34.093 0.13 0.066 0.106
O 1.882 8.463 31.521 0.161 -0.105 -0.119
O 2.326 10.657 32.907 -0.068 0.304 0.187
O 0.153 11.226 34.099 0.044 -0.181 0.06
O 3.353 0.39 32.51 -0.264 0.144 0.073
O 1.243 0.485 34.087 -0.156 0.055 0.079
O 5.295 15.576 28.824 0.101 -0.19 0.2
O 3.918 0.478 35.021 0.076 0.087 -0.063
O 9.053 7.228 29.746 0.099 0.19 -0.148
O 7.862 2.668 33.786 -0.013 -0.19 0.138
O 4.323 6.584 34.952 0.059 0.066 0.582
O 6.346 4.438 34.882 -0.05 -0.09 0.314
O 7.287 8.065 31.548 -0.183 0.053 0.087
O 8.584 8.889 33.683 0.045 -0.162 0.552
O 7.931 13.927 33.908 0.354 -0.055 -0.353
O 6.562 9.511 35.149 0.169 -0.054 -0.121
O 7.114 10.605 29.284 -0.113 -0.171 0.217
O 8.276 15.833 26.643 0.178 -0.137 -0.063
O 12.083 15.948 29.291 -0.006 0.149 0.021
O 10.626 15.533 33.945 -0.16 0.086 0.122
O 14.292 2.038 34.156 -0.26 0.243 0.338
O 12.354 4.001 34.821 0.037 0.038 0.228
O 8.605 5.758 31.935 0.184 -0.304 0.382
O 10.476 5.728 33.907 0.285 -0.035 0.233
O 15.732 7.941 32.055 -0.359 -0.051 -0.052
O 13.785 7.89 33.856 -0.198 -0.011 -0.041
O 9.845 12.082 34.84 -0.163 -0.021 0.31
O 12.035 9.891 34.814 0.085 0.057 0.077
O 14.72 12.664 35.122 -0.004 -0.364 0.527
O 12.671 14.566 35.075 -0.373 0.306 0.138
O 16.372 3.898 21.621 0.033 0.165 -0.445
O 3.582 1.24 21.881 0.193 0.206 -0.235
O 2.543 3.723 21.283 0.085 0.124 0.103
O 3.795 1.222 24.537 -0.293 -0.057 -0.085
O 0.718 9.816 21.774 -0.051 -0.042 -0.466
O 2.281 8.918 23.803 0.217 -0.057 -0.234
O 4.708 6.788 22.069 -0.301 0.084 -0.1
O 2.838 8.362 21.012 -0.172 -0.083 0.095
O 15.65 15.69 23.521 -0.152 0.081 -0.223
O 2.764 13.645 20.707 -0.107 0.121 -0.513
O 4.955 10.808 23.92 -0.021 -0.008 0.069
O 4.617 12.238 21.78 0.081 -0.191 -0.395
O 5.714 4.654 21.127 0.014 -0.073 -0.046
O 6.568 5.132 23.519 0.09 0.031 -0.167
O 9.694 1.486 22.158 -0.011 -0.045 -0.002
O 8.541 3.207 23.957 0.193 0.044 -0.108
O 6.679 10.01 22.062 -0.109 -0.206 -0.267
O 9.284 14.383 28.77 0.225 -0.19 -0.101
O 9.723 6.525 21.83 0.136 -0.239 -0.266
O 8.123 8.243 20.853 0.047 0.009 -0.228
O 6.793 14.255 21.889 -0.042 0.093 -0.099
O 5.553 16.292 20.93 0.083 0.222 -0.048
O 8.631 9.878 26.81 0.052 0.106 -0.141
O 8.377 12.513 26.67 -0.002 0.031 -0.061
O 11.757 6.315 23.411 0.264 0.025 0.144
O 13 4.335 22.183 -0.093 0.315 -0.341
O 13.848 2.37 20.869 -0.178 0.529 -0.42
O 15.943 0.858 21.401 0.205 -0.089 -0.357
O 13.879 8.118 20.852 -0.302 0.114 -0.1
O 12.457 9.845 22.047 0.06 -0.116 -0.06
O 15.793 4.893 23.937 0.152 -0.119 0.146
O 15.756 6.865 22.12 -0.165 -0.117 -0.36
O 13.432 14.168 21.14 0.064 -0.242 -0.481
O 11.387 16.174 21.078 -0.371 0.038 -0.328
O 0.314 10.594 24.366 0.111 0.067 -0.169
O 15.541 13.172 22.271 -0.1 -0.461 -0.261
O 0.925 15.048 21.668 0.223 -0.024 -0.395
O 1.142 13.851 24.025 -0.373 -0.107 -0.014
O 7.066 4.045 25.904 0.2 -0.168 -0.184
O 1.415 0.788 23.383 0.005 -0.031 0.016
O 1.559 3.399 23.707 -0.159 0.244 -0.205
O 0.538 2.957 27.078 -0.271 0.061 -0.187
O 1.707 5.816 22.777 0.255 0.014 0.07
O 3.117 7.229 25.62 -0.004 0.112 -0.036
O 0.38 5.554 27.919 -0.095 -0.004 0.117
O 13.257 11.148 27.601 -0.244 0.096 0.079
O 0.868 11.542 26.857 -0.078 -0.046 0.11
O 2.734 14.936 25.896 0.083 0.242 0.111
O 7.891 0.109 33.045 -0.064 -0.141 -0.221
O 3.731 13.062 24.325 0.341 -0.035 -0.209
O 5.777 4.269 28.257 0.125 0.02 -0.034
O 6.306 14.108 26.107 0.182 -0.235 -0.25
O 8.171 3.448 21.358 0.022 -0.234 -0.029
O 2.458 11.341 22.884 0.108 0.319 0.007
O 9.152 13.239 22.096 0.035 -0.143 -0.335
O 7.257 12.137 23.591 0.143 0.051 0.301
O 4.51 10.388 28.996 0.149 0.064 0.164
O 6.119 9.092 27.241 0.167 -0.051 0.006
O 6.868 13.424 28.623 -0.186 -0.045 0.171
O 5.879 11.628 27.061 0.248 -0.019 -0.034
O 10.55 3.981 22.611 -0.046 0.105 -0.082
O 12.111 4.085 24.798 0.155 0.095 -0.32
O 9.394 6.458 24.451 0.008 0.055 -0.227
O 10.644 7.509 26.495 0.025 0.124 -0.031
O 10.107 10.797 21.43 -0.224 -0.093 0.002
O 4.032 4.546 23.3 -0.105 -0.169 0.051
O 0.48 7.195 24.621 -0.107 -0.177 -0.121
O 12.757 12.688 25.475 -0.175 0.023 0.024
O 10.378 8.714 23.239 -0.093 0.311 0.113
O 10.724 11.405 26.399 0.115 0.049 0.009
O 0.696 14.222 27.402 -0.295 0.015 0.139
O 14.862 1.089 31.57 0.027 0.105 0.385
O 4.744 5.18 26.082 0.007 0.199 -0.07
O 15.606 2.127 23.653 0.172 0.154 -0.089
O 4.249 4.981 30.322 0.042 -0.157 0.218
O 7.025 1.247 29.091 -0.111 -0.02 0.226
O 3.353 6.267 28.137 -0.199 -0.048 0.031
O 2.159 4.857 26.166 -0.232 0.12 0.077
O 4.589 11.669 31.366 0.205 0.115 0.229
O 2.285 11.318 29.948 0.013 -0.069 -0.027
O 16.374 12.409 29.213 0.081 -0.085 0.045
O 5.594 15.091 32.919 0.054 -0.063 0.093
O 3.888 14.805 30.953 0.023 -0.145 0.335
O 7.973 14.699 24.174 0.012 -0.26 -0.371
O 9.085 5.408 27.021 -0.143 -0.078 -0.101
O 5.108 2.418 26.445 0.179 -0.14 -0.005
O 7.862 7.512 26.19 -0.085 0.013 -0.215
O 10.631 4.042 31.825 -0.157 -0.205 0.191
O 6.208 0.189 25.194 0.28 -0.276 0.052
O 11.053 11.313 23.769 -0.249 -0.064 -0.065
O 4.909 11.317 34.062 0.046 0.033 0.554
O 7.115 9.626 24.684 -0.156 0.252 -0.326
O 10.856 3.512 27.149 -0.063 -0.265 0.069
O 10.163 1.544 33.172 0.137 -0.013 0.434
O 15.281 1.073 26.992 0.032 0.031 -0.215
O 13.41 3.056 26.824 0.133 0.102 -0.272
O 12.511 5.655 26.942 0.018 -0.024 0.155
O 12.874 4.48 30.317 -0.02 -0.081 0.185
O 10.842 15.274 26.918 0.182 0.143 -0.203
O 1.323 9.035 26.289 -0.023 0.114 -0.145
O 15.214 9.819 26.424 -0.11 0.038 0.347
O 12.89 0.388 27.016 0.011 0.032 -0.174
O 12.977 14.008 27.794 0.092 0.119 -0.141
O 9.739 0.537 28.701 0.07 -0.099 0.042
O 0.119 1.536 29.358 -0.185 -0.004 0.299
O 13.956 1.87 29.118 -0.236 0.129 0.132
O 2.407 3.899 28.64 -0.161 0.112 0.216
O 15.32 3.509 30.811 -0.147 -0.093 -0.122
O 6.529 15.683 35.193 -0.015 0.017 0.078
O 4.155 13.016 29.102 0.232 -0.112 -0.028
O 1.617 5.809 30.227 0.125 -0.038 0.169
O 0.259 7.905 29.5 -0.034 0.003 0.001
O 0.788 12.503 31.806 -0.041 -0.076 0.186
O 2.769 15.184 28.582 -0.187 0.285 0.045
O 1.388 0.427 27.201 -0.146 0.137 -0.025
O 2.239 13.028 34.044 0.129 0.252 0.332
O 6.542 3.475 30.544 0.122 0.02 0.127
O 5.492 0.559 31.08 -0.206 -0.006 0.045
O 6.033 2.525 23.967 0.199 0.269 -0.274
O 8.599 3.307 28.746 0.219 0.188 0.108
O 6.72 10.462 32.436 0.099 0.177 -0.044
O 4.351 9.215 32.411 0.073 0.119 -0.204
O 6.669 6.054 30.041 0.045 0.237 0.091
O 11.034 6.6 31.392 -0.118 -0.213 0.302
O 3.285 15.379 23.325 0.008 -0.107 0.002
O 7.405 15.262 30.403 0.178 0.001 0.225
O 8.337 12.668 30.633 0.087 -0.043 -0.052
O 8.959 10.134 31.206 0.102 0.061 0.269
O 10.438 5.061 29.256 -0.01 -0.203 0.378
O 8.487 1.972 31.207 0.001 -0.202 0.4
O 11.32 2.126 30.092 0.062 0.209 -0.019
O 12.655 0.32 32.868 -0.024 0.046 -0.081
O 11.662 7.366 28.916 0.043 -0.14 0.328
O 12.761 10.047 25.279 -0.228 0.106 -0.088
O 14.3 5.659 32.317 -0.326 -0.15 0.055
O 13.195 8.31 27.145 -0.012 -0.114 0.09
O 10.534 16.218 31.282 -0.211 0.028 0.11
O 9.608 11.272 28.791 0.075 0.026 0.064
O 15.058 12.863 26.837 -0.078 0.119 -0.251
O 16.387 10.204 30.731 0.035 -0.017 -0.086
Si 16.35 0.051 5.493 0.028 -0.065 -0.108
Si 2.689 2.753 5.482 -0.114 -0.056 -0.088
Si 16.325 5.52 5.439 0.037 0.014 -0.09
Si 2.699 8.207 5.452 -0.002 -0.043 -0.07
Si 16.375 10.929 5.479 0.061 0.042 -0.069
Si 2.75 13.644 5.453 0.008 0.084 -0.101
Si 5.48 16.383 5.442 -0.011 0.057 -0.091
Si 8.183 2.745 5.38 -0.017 -0.051 -0.11
Si 5.476 5.497 5.465 0.017 0.031 -0.054
Si 8.203 8.186 5.44 -0.007 0.02 -0.133
Si 5.441 10.918 5.489 -0.043 -0.063 -0.122
Si 8.156 13.698 5.459 0.052 -0.053 -0.105
Si 10.902 0.024 5.434 -0.006 0.02 -0.103
Si 13.58 2.807 5.41 0.082 -0.061 -0.145
Si 10.933 5.425 5.394 -0.032 0.024 -0.154
Si 13.64 8.164 5.43 -0.018 0.005 -0.125
Si 10.91 10.892 5.47 -0.05 -0.023 -0.105
Si 13.623 13.684 5.477 0.002 -0.033 -0.029
Si 1.337 1.39 6.853 -0.005 0.028 0.141
Si 4.096 4.115 6.813 0.034 -0.009 0.103
Si 1.337 6.836 6.816 0.026 -0.01 0.092
Si 4.073 9.554 6.84 0.007 0.033 0.112
Si 1.367 12.294 6.828 0.001 -0.014 0.069
Si 4.113 15.021 6.82 0.015 -0.054 0.079
Si 6.841 1.379 6.787 -0.002 -0.02 0.092
Si 9.56 4.084 6.777 -0.014 -0.004 0.098
Si 6.845 6.844 6.829 -0.06 0.004 0.16
Si 9.552 9.536 6.831 0.021 -0.008 0.154
Si 6.813 12.308 6.828 -0.072 0.064 0.11
Si 9.551 15.051 6.811 0.004 -0.019 0.105
Si 12.267 1.402 6.796 -0.041 -0.003 0.108
Si 14.976 4.132 6.801 -0.047 0.06 0.11
Si 12.284 6.791 6.791 0.067 -0.031 0.122
Si 15.001 9.544 6.81 -0.027 0.03 0.095
Si 12.268 12.287 6.82 0.016 0.046 0.114
Si 15.005 15.049 6.834 0.01 0.011 0.133
Si 16.363 2.77 8.181 0.041 -0.043 -0.116
Si 2.735 0.002 8.174 -0.027 0.001 -0.119
Si 16.383 8.2 8.186 0.024 0.006 -0.095
Si 2.726 5.476 8.179 -0.022 -0.012 -0.108
Si 16.394 13.675 8.178 0.011 0.014 -0.12
Si 2.727 10.932 8.203 0.022 0.015 -0.093
Si 5.475 2.74 8.163 -0.023 -0.02 -0.1
Si 8.2 0.022 8.177 -0.002 0.004 -0.093
Si 5.467 8.199 8.193 -0.007 -0.024 -0.115
Si 8.216 5.459 8.167 -0.018 0.003 -0.118
Si 5.467 13.669 8.205 -0.003 -0.001 -0.076
Si 8.192 10.929 8.181 0.023 -0.007 -0.123
Si 10.916 2.747 8.183 0.021 -0.013 -0.098
Si 13.64 0.032 8.176 0.014 -0.036 -0.107
Si 10.933 8.168 8.174 -0.017 0.022 -0.114
Si 13.64 5.47 8.201 0.006 -0.009 -0.089
Si 10.912 13.67 8.176 -0.007 -0.017 -0.098
Si 13.649 10.926 8.176 0.013 0.008 -0.092
Si 1.363 4.108 9.546 -0.004 0.016 0.092
Si 4.116 1.369 9.534 -0.004 0 0.087
Si 1.36 9.558 9.552 -0.012 0.015 0.077
Si 4.108 6.826 9.553 0.004 0.01 0.094
Si 1.369 15.037 9.543 0.01 -0.018 0.08
Si 4.107 12.294 9.565 -0.009 0.019 0.089
Si 6.851 4.098 9.538 -0.005 -0.001 0.084
Si 9.569 1.377 9.554 0.007 -0.001 0.088
Si 6.843 9.557 9.558 -0.048 0.036 0.092
Si 9.575 6.813 9.555 0.009 -0.006 0.089
Si 6.848 15.045 9.547 -0.009 -0.001 0.075
Si 9.563 12.293 9.547 -0.015 0.009 0.097
Si 12.284 4.1 9.566 0 -0.002 0.078
Si 15.019 1.386 9.553 0.001 0.021 0.088
Si 12.292 9.549 9.538 0.024 0.011 0.079
Si 15.023 6.832 9.554 0.002 -0.001 0.074
Si 12.289 15.041 9.535 -0.009 0.014 0.084
Si 15.027 12.296 9.533 0.013 0.004 0.077

Results
total energy: -115451.468 eV
total energy less fixed offsets of O -438.35, Si -107.03 eV per atom: 14.872 eV
